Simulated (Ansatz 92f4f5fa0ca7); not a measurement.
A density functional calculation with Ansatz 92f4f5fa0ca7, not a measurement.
Periodic cell of 252 atoms, Si132O88H32, with a vacuum gap, from a study of silicon, its oxide and their interface. The atomic structure is a simulated model.

Settings: functional r2SCAN; potential files Ansatz PAW; basis plane waves; wave-function cutoff 800 eV; density cutoff ratio 5; exchange-correlation grid ratio 1; k mesh 1 x 1 x 1, shifted by 0.5 0.5 0 of a step; self-consistency stop 1e-11 eV per atom in the density residual; occupations fixed; spin none; net charge 0; applied field sawtooth along c, amplitude -0.015 V/angstrom in the program's sign convention, ramp centred at 0.9888 of c and 0.0224 of c wide, no dipole correction.

Cell vectors (angstrom)
a 10.888 0 0
b 0 10.888 0
c 0 0 44.5963

Atoms: element, x, y, z (angstrom)
Si -0.2873 0.7874 31.1835
Si 0.4599 0.8747 28.9932
Si -0.062 5.4563 30.6538
Si 3.1602 7.8484 30.8799
Si 5.9185 -0.3831 30.9317
Si 8.6708 2.3962 31.1201
Si 5.4035 5.673 30.5734
Si 7.6613 8.7943 31.0452
Si 1.5003 1.6171 32.4927
Si 3.7603 3.7318 32.3657
Si 1.4004 6.7567 32.058
Si 4.1952 9.4999 32.2071
Si 6.8916 1.3195 32.2527
Si 9.6496 4.1462 32.2785
Si 6.7875 6.8529 32.1635
Si 9.5568 9.7367 32.1922
Si 0.0439 2.8629 33.7991
Si 2.7748 -0.0306 33.5731
Si 0.0408 8.2003 33.4179
Si 2.6348 5.4062 33.5903
Si 5.4443 2.6451 33.5931
Si 8.1955 0.0189 33.7087
Si 5.4548 8.1294 33.6397
Si 8.1735 5.4942 33.5152
Si 1.3835 4.1677 35.1267
Si 4.1248 1.2958 34.9879
Si 1.3662 9.5095 34.8853
Si 4.0428 6.7737 34.9218
Si 6.7958 4.1027 34.8797
Si 9.536 1.4105 35.0209
Si 6.8269 9.4938 34.9951
Si 9.556 6.8565 34.8594
Si 0.0302 -0.0069 36.2876
Si 2.7631 2.6999 36.3384
Si -0.0377 5.5258 36.3447
Si 2.7084 8.1526 36.2817
Si 5.4659 -0.0417 36.3499
Si 8.1318 2.7647 36.3083
Si 5.4338 5.437 36.2743
Si 8.2153 8.1563 36.3097
Si 1.3745 1.342 37.6707
Si 4.1088 4.0777 37.6772
Si 1.3498 6.8384 37.6844
Si 4.0813 9.4906 37.6642
Si 6.8103 1.3617 37.6699
Si 9.5025 4.1128 37.6608
Si 6.8117 6.7916 37.6387
Si 9.5591 9.5356 37.6647
Si -0.0283 2.7128 6.9045
Si 2.7293 -0.032 6.9281
Si 0.0145 8.1859 6.9544
Si 2.6953 5.4266 6.9233
Si 5.4536 2.7112 6.939
Si 8.1917 0.01 6.9241
Si 5.4597 8.1518 6.9305
Si 8.1488 5.4428 6.9361
Si 1.3118 4.0562 8.282
Si 4.0685 1.353 8.2666
Si 1.3772 9.5216 8.3142
Si 4.0719 6.785 8.261
Si 6.8359 4.042 8.2917
Si 9.5307 1.3611 8.3103
Si 6.8367 9.5385 8.2816
Si 9.5166 6.8155 8.2696
Si 0.0156 -0.0006 9.6543
Si 2.6532 2.6579 9.6239
Si -0.0736 5.4167 9.6359
Si 2.7347 8.1441 9.6559
Si 5.4787 0.0478 9.6102
Si 8.1784 2.7012 9.712
Si 5.4332 5.3949 9.5664
Si 8.2118 8.1866 9.6541
Si 1.3352 1.3035 11.0804
Si 4.0577 4.0172 10.8787
Si 1.3041 6.7584 10.9516
Si 4.1465 9.5643 10.9258
Si 6.7775 1.3819 11.0794
Si 9.4941 4.0778 11.103
Si 6.8065 6.7593 10.8768
Si 9.5937 9.5481 11.0505
Si 0.0837 2.7958 12.4659
Si 2.7993 -0.0768 12.3726
Si 0.0555 8.1258 12.4003
Si 2.7153 5.3784 12.2006
Si 5.3358 2.7577 12.3922
Si 8.1219 -0.0521 12.3911
Si 5.498 8.1539 12.1967
Si 7.9862 5.4178 12.3945
Si 1.7766 3.8348 13.6901
Si 3.8878 1.492 13.7761
Si 1.8442 9.1048 13.679
Si 4.0423 6.833 13.3783
Si 6.1554 4.5404 13.7313
Si 8.9663 1.1238 14.2155
Si 7.0505 9.1617 13.6129
Si 9.2593 6.9717 13.5761
Si 26.1262 -40.0783 23.9627
Si 11.0238 10.4478 15.9863
Si 4.402 0.5012 19.9948
Si 12.0921 -12.8396 28.693
Si 13.0346 -6.09 25.6423
Si 10.6899 12.5375 18.0225
Si -27.6481 11.6127 25.1769
Si 2.4103 7.9893 21.8167
Si 13.1859 10.1245 24.1768
Si 17.1392 -9.1357 17.964
Si 11.1475 5.6523 15.7618
Si 0.3575 -5.0659 21.7936
Si -0.3419 3.7763 24.0838
Si 9.0671 14.3828 26.561
Si 9.5449 -0.1644 20.3748
Si 9.1827 -28.5504 17.314
Si 1.2522 -24.8386 25.864
Si 2.9554 -30.0294 21.4827
Si -4.1571 9.8386 21.1979
Si 16.7944 -9.9888 28.0897
Si 48.9806 -11.2038 15.9666
Si 9.3035 8.6121 26.0758
Si 11.129 -18.4223 20.315
Si -16.6854 18.3089 20.2764
Si -28.8503 8.9612 18.0854
Si 10.8807 -2.8837 20.1499
Si 20.2857 7.6683 28.9537
Si 7.6515 -11.7463 24.1162
Si -2.8271 3.3343 19.8362
Si 5.4208 15.3058 21.296
Si -2.0063 22.37 27.2135
Si 21.2846 0.6661 23.2902
Si 11.7543 -2.8872 17.4015
Si 0.9101 -18.0168 28.2095
Si 28.8134 -18.4392 15.5312
Si 17.8888 3.6952 28.716
O -3.1277 4.0824 27.3234
O -15.5088 -5.8625 29.3253
O -0.3292 -5.99 22.9145
O 4.2932 -4.0536 30.2079
O 7.1108 -23.2046 22.7148
O 14.5376 0.0975 24.5166
O 22.6239 -6.2949 29.5997
O -0.9148 17.0843 14.8095
O 1.4535 -13.2514 20.6315
O 13.8655 7.9395 14.0984
O 17.0084 -29.748 16.8292
O 18.9257 -2.5667 29.5129
O 15.4253 15.2818 31.0906
O 9.8418 0.9898 28.4219
O 14.8016 7.7652 21.3211
O 1.1931 4.5726 15.0236
O 14.7134 -0.7513 19.1855
O 29.9382 4.3594 16.1001
O 20.8606 11.5612 19.0769
O -1.2171 10.9516 15.2447
O 21.2438 14.6897 27.4859
O -12.8949 1.8996 26.2551
O -0.2629 -2.8262 25.3014
O 12.2001 -0.9057 14.9691
O 7.7555 1.9847 14.9107
O 23.8041 4.4059 27.2196
O 18.3821 2.0797 18.958
O 35.8938 1.1806 20.8534
O 5.3145 4.3229 22.936
O 11.8042 32.7605 23.9286
O -10.2179 2.7251 18.8795
O -5.3912 5.8901 20.6177
O 2.7982 -8.2358 14.2372
O 7.387 -21.4468 27.7376
O 10.1219 2.1468 13.7227
O 17.2485 0.3744 17.1131
O 12.6339 -15.2255 22.296
O 29.9094 13.9669 29.7062
O 27.2582 10.8615 21.0786
O 6.3849 -1.1058 14.9534
O -0.6073 -36.5319 21.2918
O 13.4028 -12.6159 22.9057
O 4.5509 0.7831 15.1203
O -1.8583 0.0036 23.9108
O 9.8667 9.2043 20.0223
O 1.1435 -14.877 16.2598
O -1.1658 6.261 29.706
O -8.4454 -24.0256 29.6549
O 13.1721 19.5398 17.7478
O 23.0535 7.8929 27.4723
O 11.9575 3.8847 24.8573
O 12.2327 -8.0919 21.3667
O 5.9412 -8.3923 28.4146
O 6.3494 -24.2288 20.4754
O 10.4854 5.0096 17.0822
O 9.5979 13.4276 17.2274
O 17.2983 -0.0079 24.738
O -7.6605 -19.0519 23.0674
O 6.8499 -7.15 20.8449
O 26.2807 -1.4116 16.7183
O -7.2725 -17.3237 25.0358
O 10.3437 -10.5443 21.694
O 2.1326 -1.7984 25.4058
O 5.0604 5.7419 14.1772
O 9.3336 -6.7335 25.1041
O 10.6393 -2.2424 29.362
O -5.7424 -30.3738 24.7361
O 12.1484 -11.2661 28.3207
O 15.8321 0.6386 26.8064
O 13.5126 13.5512 31.8072
O 10.3499 -19.5083 23.5376
O 7.9478 10.7037 20.5819
O -1.3744 -7.851 20.5833
O 11.534 0.7741 16.9541
O -5.9199 12.4866 18.9395
O -2.4175 4.4676 18.7338
O -2.8492 -2.1379 25.0679
O 11.4172 4.9399 20.4337
O 1.2797 2.2184 28.5686
O 32.4912 -1.7492 16.8835
O 1.8309 6.3812 25.4297
O -12.2465 -0.7532 26.6041
O -13.5854 -2.7932 14.1306
O -17.2286 29.4352 18.7528
O 0.1952 -25.3406 18.7039
O -1.7415 -14.1745 27.3475
O 5.4296 10.9693 29.4117
O 4.0267 -18.0877 20.7965
H 2.1905 0.5144 38.6031
H 0.5433 2.1542 38.6031
H 4.924 3.2493 38.6096
H 3.268 4.88 38.6096
H 2.1516 5.9971 38.6168
H 0.5318 7.664 38.6168
H 4.915 8.6808 38.5966
H 3.2635 10.3164 38.5966
H 7.641 0.5489 38.6023
H 5.9863 2.1813 38.6023
H 8.6735 4.9273 38.5933
H 10.3114 3.2783 38.5933
H 5.9924 7.6159 38.5711
H 7.6299 5.9663 38.5711
H 10.379 8.7119 38.5972
H 8.7358 10.3559 38.5972
H 0.8029 1.9005 5.9721
H -0.8372 3.5473 5.9721
H 3.547 -0.8579 5.9957
H 1.9133 0.7956 5.9957
H -0.8054 9.0097 6.0219
H 0.8326 7.3604 6.0219
H 3.5361 4.6242 5.9909
H 1.8935 6.2679 5.9909
H 6.2776 1.8916 6.0065
H 4.6385 3.5395 6.0065
H 7.3611 0.8228 5.9916
H 9.015 -0.8103 5.9916
H 6.279 7.3275 5.998
H 4.626 8.9615 5.998
H 7.3306 6.2682 6.0037
H 8.9778 4.6283 6.0037

Results
free energy: -135124.820 eV
free energy less fixed offsets of H -15.71, O -570.45, Si -639.56 eV per atom: -0.580 eV

Forces (eV/angstrom), in the order of the atoms: element, x, y, z
Si 0.0066 -0.0109 0.0019
Si 0.0033 -0.0043 -0.0146
Si 0.0014 -0.0094 -0.0033
Si -0.0051 0.0086 -0.0042
Si -0.0098 0.013 -0.0073
Si -0.0163 0.01 -0.0087
Si -0.0027 -0.0046 -0.0119
Si 0.0132 -0.0106 -0.0049
Si -0.0209 0.0012 -0.0172
Si -0.001 0.0053 -0.0059
Si 0.0105 0.0025 -0.01
Si 0.001 -0.0108 -0.0168
Si 0.0146 -0.0029 -0.0096
Si 0.007 -0.008 -0.0119
Si -0.0046 0.0116 -0.0006
Si -0.0084 0.0097 -0.0172
Si 0.0063 0.0055 -0.0047
Si 0.0065 0.0072 0.0132
Si -0.0028 -0.005 0.0063
Si -0.0165 -0.0085 0.0042
Si 0.0013 -0.0134 0.0138
Si -0.0099 0.0016 0.0008
Si 0.0106 0.014 0.0009
Si 0.0092 -0.0056 0.0101
Si -0.0017 -0.0112 0.0117
Si -0.0004 0.0041 0.0121
Si 0.003 -0.003 0.0279
Si -0.0073 0.0033 0.0249
Si 0.0053 -0.0058 0.0278
Si 0.0003 0.0095 0.0133
Si 0.0124 0.0069 0.0048
Si 0.0087 0.0044 0.0311
Si -0.0109 0.0003 0.1861
Si -0.0041 0.0089 0.1766
Si -0.0075 0.0026 0.1903
Si -0.0145 0.0189 0.187
Si 0.0017 -0.0053 0.1828
Si 0.0082 -0.014 0.1798
Si 0.0379 -0.009 0.1907
Si -0.019 0.0085 0.1596
Si 0.0946 -0.0121 0.2879
Si 0.0423 -0.1195 0.2957
Si -0.1222 0.0885 0.3821
Si 0.021 0.0151 0.2958
Si -0.0139 0.0271 0.3196
Si -0.1056 0.1134 0.3348
Si 0.091 0.015 0.1393
Si -0.0453 -0.0522 0.2384
Si 0.0153 0.0234 -0.2439
Si 0.0252 0.0365 -0.3523
Si -0.0081 -0.1656 -0.3898
Si -0.0068 0.0357 -0.2387
Si -0.0249 -0.008 -0.3989
Si -0.0629 -0.0641 -0.2879
Si -0.0315 0.0674 -0.2122
Si 0.122 -0.0115 -0.367
Si -0.0081 0.0177 -0.1785
Si 0.0114 -0.0074 -0.1767
Si 0.0225 -0.0112 -0.184
Si -0.017 0.0229 -0.185
Si -0.0051 0.0032 -0.1753
Si 0.004 -0.003 -0.1932
Si -0.0004 -0.0124 -0.1595
Si 0.0213 -0.0162 -0.1581
Si -0.015 -0.0147 -0.0298
Si 0.0097 0.0052 -0.0221
Si 0.0002 0.0087 -0.0149
Si 0.0049 -0.0128 -0.0187
Si -0.0053 -0.0075 -0.0114
Si -0.0046 0.0011 -0.0282
Si 0.0092 0.0136 -0.0117
Si -0.0081 -0.0007 -0.0208
Si 0.0141 0.0036 -0.0008
Si 0.0028 0.0067 -0.0027
Si -0.0039 -0.001 -0.01
Si 0.0034 0.0018 -0.013
Si -0.0107 -0.0067 -0.0043
Si 0.0079 0.0141 -0.0057
Si -0.0058 0.0002 -0.0028
Si -0.0027 -0.0149 -0.0015
Si 0.0009 0.0033 0.0032
Si -0.0026 -0.0057 0.0187
Si 0.0013 0.0004 0.0184
Si 0.0046 0.004 0.0256
Si 0.0024 0.0035 0.0168
Si 0.0048 -0.0007 0.014
Si 0.0006 -0.0041 0.0201
Si -0.0013 0.0001 0.0165
Si 0.0082 0.0058 -0.0229
Si -0.0047 0.0027 -0.019
Si -0.0049 -0.0023 -0.0187
Si 0.0026 -0.0025 -0.0113
Si 0.0022 -0.0001 -0.0076
Si 0.0019 -0.0014 -0.024
Si -0.0005 -0.0033 -0.0189
Si 0.0023 0.0013 -0.015
Si -0.0003 0.0023 -0.0319
Si 0.0018 -0.0041 -0.0327
Si 0.0023 -0.001 -0.0262
Si -0.0024 -0.0054 -0.0269
Si 0.0037 -0.0024 -0.0325
Si 0.002 -0.0016 -0.0314
Si -0.001 0.004 0.0047
Si 0.0014 -0.0038 -0.032
Si -0.0013 0.0005 -0.0252
Si 0.0021 0.0016 -0.0331
Si -0.002 -0.0012 -0.032
Si -0.001 0.0052 -0.0318
Si 0.0026 0.0051 -0.0336
Si 0.0036 0.0028 -0.0291
Si -0.0036 -0.0003 -0.0293
Si 0.0022 0.0059 -0.0257
Si 0.0055 0.0024 -0.0388
Si -0.0004 -0.003 -0.0158
Si -0.005 0.0029 -0.0244
Si -0.0026 0.0023 -0.0276
Si 0.0036 0.0001 -0.035
Si -0.0046 0.0022 -0.0377
Si -0.005 -0.0037 -0.0259
Si -0.0028 0.0028 -0.0253
Si -0.0025 0.0027 -0.0319
Si -0.0015 -0.0017 -0.0286
Si 0.0038 0.004 -0.0359
Si -0.002 0.001 -0.0363
Si 0.0014 -0.0009 -0.0308
Si 0.005 0.0003 -0.0233
Si -0.002 -0.0028 -0.0277
Si 0.0007 -0.0019 -0.0341
Si -0.001 0.0025 -0.0277
Si 0.0005 0.0037 -0.0343
Si -0.003 0.0041 -0.0255
Si 0.0053 -0.0075 -0.0216
O -0.0074 0.0016 0.0148
O -0.0056 0.0117 0.0203
O -0.0032 -0.0065 0.017
O 0.0039 -0.0002 0.0149
O 0.0052 0.0009 0.025
O 0.0058 0.0027 0.0094
O -0.0033 0.0088 0.0198
O 0.0084 -0.0069 0.0133
O 0.005 0.0003 0.0142
O -0.0038 0.004 0.0053
O -0.0014 -0.0069 0.019
O -0.0057 0.002 0.0207
O 0.0033 0.0003 0.0119
O 0.0066 0.0042 0.023
O -0.006 0.003 0.0077
O -0.0056 0.0019 0.013
O 0.0037 0.0043 0.0127
O 0.0091 -0.0006 0.0164
O -0.0048 -0.0071 0.0153
O 0.0064 -0.002 0.0111
O 0.006 0.0004 0.0188
O -0.0005 -0.0028 0.0167
O -0.0026 0.0006 0.0121
O -0.0071 0.0051 0.017
O -0.0008 0.0015 0.0094
O -0.006 -0.0052 0.0206
O 0.004 0.0019 0.0151
O -0.0045 0.0055 0.0078
O -0.0012 -0.0014 0.012
O 0.0034 -0.0019 0.0118
O 0.0025 0.0032 0.0132
O -0.0017 -0.0036 -0.0004
O 0.0002 -0.0005 0.0133
O -0.0019 -0.0015 0.0093
O -0.0048 -0.0061 0.0075
O 0.0008 0.0049 0.0111
O 0.0004 -0.0006 0.0096
O 0.0041 -0.0016 0.0163
O 0.0035 -0.0032 0.0137
O -0.0074 0.0089 0.0187
O 0.0014 -0.0065 0.0138
O -0.001 0.0078 0.016
O 0.0052 -0.0041 0.0118
O -0.0044 -0.0023 0.0066
O -0.0009 0.0032 0.0126
O 0.0012 0.0068 0.0166
O 0.0055 -0.0033 0.0171
O 0.0083 -0.0057 0.0136
O 0.0052 0.001 0.0083
O -0.0015 0.002 0.0108
O 0.004 0.0023 0.0125
O 0.0052 -0.0013 0.0184
O 0.0037 0.0026 0.0108
O 0.0021 0.0025 0.0119
O -0.0023 -0.0039 0.0182
O 0.0045 -0.0037 0.0185
O -0.0046 0.0034 0.0118
O 0.0049 0.0009 0.02
O -0.0093 0.0023 0.0123
O -0.0026 -0.0046 0.0167
O -0.0065 0.0045 0.0155
O 0.0024 0.0033 0.0245
O -0.0042 -0.0072 0.0087
O 0.0068 -0.0062 0.002
O -0.0062 -0.0021 0.0179
O -0.0024 -0.0029 0.0111
O 0.0022 -0.0083 0.0119
O -0.0001 0.0025 0.0079
O 0.0054 0.003 0.0463
O 0.0078 0.0002 0.0135
O -0.0014 0.0043 0.0062
O -0.0024 -0.0021 0.011
O 0.0037 -0.0003 0.0053
O -0.0031 0.0071 0.0169
O -0.0056 -0.0029 0.0201
O -0.0035 -0.0031 0.0177
O 0.0051 -0.0047 0.0175
O 0.0011 0.0048 0.0131
O -0.0029 -0.0054 0.0136
O 0.0026 -0.0059 0.0186
O -0.0016 0.002 0.017
O -0.0003 0.0055 0.0138
O -0.0034 0.0007 0.0082
O 0.0042 -0.0034 0.0144
O -0.0038 0.0005 0.0198
O 0.0024 -0.0039 0.0182
O 0.0008 -0.0069 0.0269
O -0.0022 0.0017 0.0024
H -0.304 0.3144 -0.2378
H 0.2167 -0.2489 -0.285
H -0.2573 0.4035 -0.2289
H 0.2591 -0.2026 -0.2953
H -0.2279 0.2268 -0.2989
H 0.4661 -0.2735 -0.1894
H -0.3867 0.2341 -0.2318
H 0.2611 -0.324 -0.2641
H -0.2197 0.3331 -0.2615
H 0.2816 -0.3603 -0.2489
H 0.3785 -0.3827 -0.1775
H -0.1881 0.2486 -0.3067
H 0.3178 -0.263 -0.294
H -0.4039 0.3001 -0.2592
H -0.3278 0.3688 -0.2588
H 0.2814 -0.2528 -0.289
H -0.2804 0.2116 0.2862
H 0.2466 -0.3485 0.2636
H -0.338 0.2835 0.263
H 0.2341 -0.2672 0.2795
H 0.3127 -0.3071 0.2797
H -0.2694 0.3346 0.2528
H -0.326 0.2067 0.2829
H 0.2324 -0.366 0.2592
H -0.3682 0.2477 0.2522
H 0.3331 -0.2177 0.2665
H 0.3211 -0.2666 0.2749
H -0.2769 0.3469 0.261
H -0.312 0.3475 0.2787
H 0.3464 -0.2536 0.2723
H 0.2649 -0.4019 0.2721
H -0.2629 0.3317 0.2588

The program warned: the cutoff lies below the one the program advises for these potential files; the forces do not sum to zero within the program's tolerance; empty levels may hold ghost states of the PAW files; the exchange-correlation potential is rough where the density is thin.
